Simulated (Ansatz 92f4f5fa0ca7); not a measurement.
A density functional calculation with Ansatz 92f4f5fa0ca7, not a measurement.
Periodic cell of 237 atoms, Si145O90P2, from a study of silicon, its oxide and their interface. The atomic structure is a simulated model.
Doubt: the cutoff is far below the 930 eV that the study's wrapper takes by default for these files, so forces and energies are approximate.

Settings: functional PBE; potential files Ansatz PAW; basis plane waves; wave-function cutoff 580 eV; density cutoff ratio 5; exchange-correlation grid ratio 1; k mesh 1 x 1 x 1, Gamma-centred; self-consistency stop 5e-08 eV per atom in the density residual; occupations fixed; spin none; net charge 0.

Cell vectors (angstrom)
a, 11.6015, 0, 0
b, 0, 10.938, 0
c, 0, 0, 32.0622

Atoms: element, x, y, z (angstrom)
Si, -0.1956, -0.0698, 23.2645
Si, 3.6722, 0.2015, 23.0945
Si, 7.5538, -0.1355, 23.439
Si, 1.6867, 1.3712, 23.4055
Si, 5.7355, 1.4052, 23.1806
Si, 9.4448, 1.2269, 23.3534
Si, 0.16, 5.3127, 23.4517
Si, 4.1216, 5.2935, 23.3814
Si, 8.0321, 5.6082, 23.5356
Si, 2.1586, 6.5831, 23.3635
Si, 5.9653, 6.768, 23.47
Si, 10.009, 6.8674, 23.5866
Si, 1.9031, 2.6635, 25.3723
Si, 5.831, 2.6547, 25.2475
Si, 9.6309, 2.6858, 25.256
Si, 11.5982, 4.0063, 25.3803
Si, 3.8925, 3.9723, 25.3128
Si, 7.7425, 4.0919, 25.3357
Si, 1.9735, 8.148, 25.1902
Si, 5.7744, 8.166, 25.3571
Si, 9.7101, 8.263, 25.4212
Si, 11.6389, 9.5595, 25.2572
Si, 3.8652, 9.5866, 25.0677
Si, 7.6891, 9.52, 25.401
Si, 11.6499, -0.012, 27.203
Si, 3.9009, -0.0562, 27.1194
Si, 7.7576, -0.0174, 27.2801
Si, 1.9853, 1.3118, 27.2725
Si, 5.8272, 1.3219, 27.2012
Si, 9.6948, 1.3307, 27.2037
Si, 11.5926, 5.4691, 27.2351
Si, 3.846, 5.4197, 27.21
Si, 7.7121, 5.4592, 27.2615
Si, 1.9379, 6.8253, 27.1779
Si, 5.7591, 6.7973, 27.2675
Si, 9.6544, 6.8149, 27.2766
Si, 1.9448, 2.7225, 29.1713
Si, 5.7922, 2.7089, 29.1388
Si, 9.681, 2.7222, 29.1409
Si, 0.0112, 4.0958, 29.1628
Si, 3.8663, 4.0876, 29.1651
Si, 7.7303, 4.0757, 29.1736
Si, 1.9433, 8.1847, 29.1352
Si, 5.7898, 8.1908, 29.1736
Si, 9.6729, 8.2036, 29.1845
Si, 0.0109, 9.56, 29.148
Si, 3.8717, 9.5673, 29.121
Si, 7.7321, 9.5464, 29.1906
Si, 0, 0, 31.0965
Si, 3.8672, 0, 31.0965
Si, 7.7343, 0, 31.0965
Si, 1.9336, 1.3673, 31.0965
Si, 5.8008, 1.3673, 31.0965
Si, 9.6679, 1.3673, 31.0965
Si, 0, 5.469, 31.0965
Si, 3.8672, 5.469, 31.0965
Si, 7.7343, 5.469, 31.0965
Si, 1.9336, 6.8362, 31.0965
Si, 5.8008, 6.8362, 31.0965
Si, 9.6679, 6.8362, 31.0965
Si, 1.9336, 2.7345, 0.9679
Si, 5.8008, 2.7345, 0.9679
Si, 9.6679, 2.7345, 0.9679
Si, 0, 4.1018, 0.9679
Si, 3.8672, 4.1018, 0.9679
Si, 7.7343, 4.1018, 0.9679
Si, 1.9336, 8.2035, 0.9679
Si, 5.8008, 8.2035, 0.9679
Si, 9.6679, 8.2035, 0.9679
Si, 0, 9.5708, 0.9679
Si, 3.8672, 9.5708, 0.9679
Si, 7.7343, 9.5708, 0.9679
Si, 11.5784, 0.0078, 2.9437
Si, 3.8204, -0.0054, 2.9082
Si, 7.7441, -0.0171, 2.9066
Si, 1.9004, 1.3949, 2.9272
Si, 5.7823, 1.2911, 2.825
Si, 9.6388, 1.3841, 2.9237
Si, 11.5495, 5.5057, 2.8676
Si, 3.8651, 5.4874, 2.9039
Si, 7.7244, 5.5051, 2.9115
Si, 1.9029, 6.8165, 2.878
Si, 5.7997, 6.8467, 2.8782
Si, 9.6537, 6.9051, 2.9876
Si, 1.8474, 2.8739, 4.7996
Si, 5.718, 2.6123, 4.7279
Si, 9.5384, 2.8185, 4.8241
Si, 11.4665, 4.1936, 4.8045
Si, 3.8671, 4.0866, 4.8127
Si, 7.5457, 4.0871, 4.8113
Si, 1.8942, 8.1509, 4.8151
Si, 5.8271, 8.2461, 4.7726
Si, 9.7008, 8.2368, 5.0135
Si, 11.6295, 9.6347, 4.9491
Si, 3.8281, 9.4732, 4.7978
Si, 7.7676, 9.6279, 4.898
Si, 11.6382, 0.3195, 6.7734
Si, 3.7443, -0.0686, 6.665
Si, 7.749, 0.0342, 6.889
Si, 2.0742, 1.5385, 6.7016
Si, 5.7078, 1.2208, 6.6472
Si, 9.6464, 1.547, 6.8073
Si, 11.4312, 5.6221, 6.7016
Si, 3.9073, 5.4093, 6.7955
P, 7.5972, 5.5319, 6.5874
Si, 1.9193, 6.6767, 6.6722
Si, 5.7665, 6.8858, 6.6832
P, 9.7544, 7.1691, 7.182
O, 10.6156, 8.1858, 8.2782
O, 7.7834, 9.8718, 8.1731
O, 7.323, 4.68, 7.99
O, 3.3249, 10.344, 8.2142
O, 2.0423, 7.5958, 8.0403
O, 3.9888, 4.5737, 8.2544
O, 9.7755, 2.4831, 8.1937
O, 2.6055, 2.3412, 8.0961
O, 11.3625, 4.6314, 8.0369
O, 5.3544, 2.3554, 7.8067
O, 5.9846, 7.8579, 8.0341
O, 11.4564, 10.7136, 8.3418
O, 11.2719, 10.0778, 21.787
O, 3.2394, 10.7243, 21.5107
O, 5.7728, 7.7771, 22.1547
O, 4.2218, 4.4477, 21.9293
O, 7.6851, 9.6842, 22.1812
O, 10.3179, 7.6612, 22.1607
O, 1.6137, 2.3936, 22.098
O, 5.9436, 2.436, 21.8679
O, 8.4432, 4.7054, 22.1981
O, -0.0698, 4.4459, 22.0301
O, 2.3354, 7.3863, 21.9272
O, 9.1307, 1.8791, 21.855
Si, 2.0509, 7.8654, 9.623
Si, 5.039, 0.5855, 17.6565
Si, 2.4907, 5.4396, 13.9923
Si, 10.6241, 3.8439, 14.0252
Si, 8.2979, 2.3982, 15.2335
Si, 9.5485, 2.2426, 20.3282
Si, 10.4798, 3.7064, 9.0372
Si, 0.0631, 2.3407, 11.5351
Si, 11.0144, 8.1401, 15.3696
Si, 5.1692, 6.9364, 13.9488
Si, 5.7603, 2.6369, 11.077
Si, 8.5786, 7.6667, 19.3719
Si, 8.1179, 4.8457, 20.6126
Si, 5.9244, 9.5996, 15.1652
Si, 2.1179, 7.6436, 20.3396
Si, 1.9367, 4.8984, 18.7838
Si, 4.499, 3.4434, 17.9928
Si, 8.4996, 8.9348, 16.7982
Si, 0.8514, 9.5295, 13.3365
Si, 9.9496, 10.7047, 11.7683
Si, 5.3516, 3.7036, 21.0001
Si, 0.5968, 5.519, 16.2455
Si, 11.0942, 9.4102, 9.2385
Si, 6.569, 8.8966, 21.2803
Si, 7.097, 7.0977, 11.4159
Si, 2.6939, 0.737, 12.1567
Si, 10.8897, 8.6758, 21.0258
Si, 6.0417, 4.3254, 15.5984
Si, 7.0974, 0.506, 12.9525
Si, 4.0517, 2.9639, 8.5792
Si, 0.892, 6.8025, 11.894
Si, 6.6517, 9.0125, 9.0022
Si, 0.6673, 3.2871, 21.1313
Si, 9.8211, 6.5106, 12.8482
Si, 7.654, 4.5743, 9.6057
Si, 3.9951, 10.0783, 20.2014
Si, 4.2732, 3.0631, 13.4803
Si, 3.938, 9.9991, 9.6965
Si, 8.0646, 0.7945, 18.0061
O, 11.6139, 3.2008, 12.9115
O, 9.2759, 4.5524, 9.7673
O, 8.8021, 3.6013, 19.8439
O, 4.0529, -0.0634, 18.7858
O, 11.3604, 4.4982, 15.3112
O, 10.0054, 9.8252, 10.3871
O, 3.7743, 1.5696, 13.0593
O, 0.6654, 9.0714, 14.8919
O, 6.4791, 0.9979, 18.335
O, 4.7677, 3.1663, 19.5837
O, 6.2915, 1.2142, 11.7088
O, 0.8866, 8.9756, 9.9561
O, 5.6445, 4.3113, 17.1919
O, 8.4212, 7.0889, 12.3336
O, 4.3948, 2.6118, 10.143
O, 2.0774, 5.6608, 15.552
O, 3.4516, 0.0025, 10.9181
O, 5.8822, 7.1983, 12.4979
O, 2.3195, 6.3537, 19.3852
O, 0.666, 4.9604, 17.7684
O, 8.4309, 10.7027, 12.3591
O, 5.5483, 10.107, 9.5065
O, 0.5996, 8.1953, 20.1879
O, 9.779, 2.6044, 14.6306
O, 2.0194, 10.6412, 13.2185
O, 9.944, 9.1076, 16.0915
O, 6.1466, 10.3688, 13.7354
O, 7.4675, 1.5985, 14.0945
O, 1.6482, 3.9187, 20.0259
O, 5.9, 5.7902, 14.8796
O, 7.3453, 8.9618, 15.6624
O, 1.5251, 1.6398, 11.4787
O, 7.2171, 8.3503, 10.3747
O, 4.3135, 1.9913, 17.2565
O, 7.006, 3.2056, 10.1966
O, 11.5178, 6.9888, 16.3914
O, 8.2783, 10.1519, 17.8183
O, 3.5038, 8.4622, 10.0601
O, 7.5953, 3.8489, 15.4844
O, 3.147, 4.316, 17.8872
O, 2.9153, 3.9178, 13.657
O, 1.3452, 8.2435, 12.4858
O, 1.204, 5.7039, 13.0392
O, 4.993, 8.3102, 14.8156
O, 11.1704, 2.3939, 20.3177
O, 10.9968, 10.0758, 12.8423
O, 5.3105, 3.6057, 12.3234
O, 5.0936, 3.1981, 14.8757
O, 6.4865, 4.802, 20.5466
O, 8.4315, 1.5857, 16.6335
O, 10.4081, 1.3002, 11.4792
O, 10.8926, 6.6886, 11.6197
O, 3.2566, 8.6839, 19.8402
O, 1.7197, 6.5323, 10.5122
O, 7.1664, 8.1912, 19.9632
O, 8.4813, 7.5943, 17.7396
O, 3.6696, 6.4552, 13.579
O, 9.6627, 4.9523, 13.3003
O, 5.5274, 9.9962, 20.7304
O, 10.304, 7.412, 14.103
O, 8.7823, 6.1595, 19.9385
O, 6.9806, 5.7739, 10.4658
O, 5.2628, 10.5508, 16.3402
O, 9.0499, 1.1476, 19.245
O, 11.5209, 3.2463, 10.1929
O, 9.7422, 8.7037, 19.8675

Results
free energy: -144870.840 eV
free energy less fixed offsets of O -568.88, P -755.39, Si -635.61 eV per atom: 2.590 eV

Forces (eV/angstrom), in the order of the atoms: element, x, y, z
Si, 0, 0.0018, -0.0046
Si, -0.0005, 0.0045, -0.0084
Si, -0.0021, 0.0032, -0.0043
Si, -0.0027, -0.0001, -0.0057
Si, 0.0012, -0.002, -0.0074
Si, 0, -0.0005, -0.0065
Si, 0.002, 0.0027, -0.0102
Si, 0.0011, 0.0031, -0.0079
Si, 0.0022, 0.0006, -0.0077
Si, -0.0004, -0.0003, -0.0029
Si, -0.0012, -0.0013, -0.0049
Si, -0.0019, -0.0019, -0.0057
Si, 0.0026, 0.0005, 0.0003
Si, 0.0017, 0.0001, -0.0004
Si, 0.0008, 0, -0.0015
Si, 0.0001, 0.0006, -0.0003
Si, 0.0005, 0.0011, 0.0024
Si, 0.0005, 0.0038, 0.0019
Si, 0.0009, -0.0006, -0.0001
Si, 0.0001, 0.0003, 0.0008
Si, 0.0008, 0.0015, 0.0031
Si, 0, -0.0008, 0.0013
Si, 0.0008, 0.0005, -0.0048
Si, 0.002, 0.0002, -0.0012
Si, -0.0009, 0.002, -0.0006
Si, 0.0003, 0.0021, -0.0036
Si, -0.0002, -0.0028, -0.0001
Si, -0.0005, 0.0002, -0.0003
Si, -0.0007, -0.0011, -0.0022
Si, 0.0003, -0.0008, -0.0014
Si, 0.0006, -0.0018, -0.0001
Si, -0.0006, -0.0011, 0.0011
Si, -0.0004, -0.0029, 0.0008
Si, -0.0006, -0.0009, -0.0027
Si, 0.001, -0.0009, -0.0008
Si, -0.0009, -0.0036, 0.0003
Si, -0.0068, 0.0011, -0.0057
Si, 0.0019, -0.0001, 0.0073
Si, -0.0021, -0.0019, 0.006
Si, -0.0011, -0.0007, -0.0023
Si, 0.0055, 0.0051, -0.0008
Si, 0.0017, 0.0003, -0.0054
Si, 0.0014, -0.0007, 0.0036
Si, 0.0029, -0.0005, -0.0108
Si, 0.0021, 0.006, -0.014
Si, 0.0017, -0.0013, 0.0074
Si, -0.0037, 0.0058, 0.0145
Si, -0.0038, 0.002, -0.0055
Si, 0.0289, 0.0203, -0.0861
Si, -0.02, 0.0129, -0.2137
Si, -0.0415, 0.0539, 0.1143
Si, -0.0119, -0.077, 0.0827
Si, -0.0062, -0.0029, -0.1355
Si, 0.0041, -0.0693, -0.0949
Si, 0.0162, -0.0394, -0.0218
Si, 0.0244, 0.018, -0.0242
Si, -0.025, -0.0259, 0.0081
Si, -0.0148, -0.0173, -0.1077
Si, -0.0391, -0.0675, 0.0932
Si, 0.0533, -0.1711, 0.1524
Si, -0.0311, -0.0055, 0.1032
Si, -0.0254, -0.0236, -0.1746
Si, 0.0051, 0.0132, 0.0464
Si, -0.1109, 0.0369, -0.0736
Si, 0.0067, 0.0124, 0.095
Si, 0.0774, 0.0742, 0.1921
Si, 0.0312, 0.027, -0.0956
Si, -0.0051, 0.1218, -0.1272
Si, -0.094, 0.0547, 0.2885
Si, -0.0552, 0.066, 0.2304
Si, -0.1406, -0.1277, -0.0233
Si, 0.0897, -0.0664, -0.0152
Si, -0.0055, -0.0217, 0.0054
Si, -0.0086, -0.0143, 0.0092
Si, 0.0004, -0.0027, 0.0245
Si, 0.0024, 0.002, 0.0028
Si, -0.0036, -0.0045, -0.0097
Si, 0.0106, 0, -0.0128
Si, 0.0121, -0.0039, -0.0178
Si, 0.0074, 0.0077, 0.0022
Si, -0.0128, -0.025, 0.0138
Si, 0.0025, -0.0006, 0.0065
Si, 0.0064, -0.0042, -0.0085
Si, -0.0007, 0.043, 0.0079
Si, 0.0204, 0.005, -0.0156
Si, -0.0267, -0.0122, -0.0027
Si, -0.0395, 0.0033, 0.0084
Si, 0.0232, 0.006, 0.0418
Si, 0.0084, -0.008, -0.0144
Si, -0.0071, -0.0177, -0.0385
Si, -0.0034, 0.011, -0.0286
Si, -0.0015, -0.021, 0.0126
Si, -0.0496, -0.066, 0.0885
Si, 0.0142, 0.0178, 0.0189
Si, 0.016, 0.0058, -0.0133
Si, 0.0053, -0.049, -0.0137
Si, -0.0486, -0.0923, 0.3832
Si, 0.0009, -0.0166, 0.0398
Si, 0.0368, -0.0091, 0.0425
Si, 0.0104, 0.0058, 0.0303
Si, 0.0155, 0.0158, 0.0302
Si, 0.0128, -0.0191, 0.0653
Si, -0.1086, -0.1733, 0.1161
Si, -0.0357, -0.0599, 0.0522
P, 0.1951, 0.0702, 0.0522
Si, -0.026, 0.1413, 0.0712
Si, 0.1188, 0.1753, 0.1293
P, 0.1445, 0.4551, 0.4076
O, -0.1784, -0.1637, -0.4548
O, -0.0615, 0.0465, -0.0417
O, -0.0414, -0.0464, 0.0334
O, 0.0261, 0.0011, -0.0448
O, 0.0592, -0.0359, -0.0263
O, 0.0083, 0.0517, -0.0508
O, -0.0128, 0.0009, -0.0375
O, 0.0253, 0.0033, -0.0294
O, 0.0087, 0.0441, -0.0724
O, 0.021, 0.0006, -0.0158
O, 0.0484, -0.0755, -0.0868
O, -0.0004, -0.0083, -0.2456
O, 0.0019, 0.0043, 0.0062
O, 0.0003, 0.0039, 0.0092
O, 0.0002, -0.0017, 0.0042
O, -0.002, 0.0018, 0.006
O, 0.0012, 0.0014, 0.0033
O, -0.0048, -0.0012, 0.0072
O, 0.0016, -0.0029, 0.0055
O, 0, -0.0017, 0.0066
O, 0.0002, 0.0044, 0.0057
O, 0.0007, 0.0042, 0.0056
O, 0.0022, 0, 0.0113
O, 0.001, -0.0023, 0.0073
Si, -0.1032, 0.1213, 0.0143
Si, 0.0035, 0.0009, -0.0184
Si, -0.0048, 0.0022, -0.0197
Si, 0.0036, -0.0009, -0.0316
Si, 0.0106, 0.0042, -0.0291
Si, -0.0003, 0, -0.0111
Si, -0.0028, -0.045, 0.0408
Si, -0.0128, -0.0154, -0.0351
Si, 0.0147, 0.0051, -0.0324
Si, -0.0043, -0.0039, -0.0127
Si, -0.0066, -0.0176, 0
Si, -0.0006, -0.0003, -0.011
Si, 0.002, 0.0026, -0.011
Si, 0.0025, 0.002, -0.0266
Si, -0.0022, -0.0016, -0.0144
Si, -0.0022, 0.0024, -0.0171
Si, 0.0004, -0.0005, -0.0173
Si, 0.005, 0.0059, -0.0251
Si, -0.0351, 0.0164, -0.021
Si, 0.0109, -0.034, -0.0702
Si, 0.0046, 0.0008, -0.0135
Si, -0.0085, 0.0085, -0.0315
Si, -0.2054, -0.0504, -0.2137
Si, -0.0009, 0.0013, -0.0118
Si, 0.0433, -0.0265, -0.0754
Si, -0.0096, 0.0043, -0.0287
Si, 0.0019, -0.001, -0.014
Si, 0.0006, 0, -0.0235
Si, 0.0255, -0.0122, -0.0311
Si, -0.0279, -0.0392, 0.0244
Si, -0.0158, 0.0073, 0.0073
Si, 0.0157, 0.0025, 0.0256
Si, 0.0013, -0.0004, -0.0137
Si, -0.0069, 0.0145, -0.0298
Si, 0.0854, 0.1177, -0.094
Si, 0.002, -0.0023, -0.0121
Si, -0.008, -0.004, -0.0128
Si, -0.0106, -0.0148, 0.027
Si, 0.003, 0.0024, -0.0178
O, -0.004, -0.0059, 0.0076
O, -0.0651, -0.0334, 0.003
O, -0.0006, 0.002, 0.0028
O, -0.0013, -0.0013, 0.0073
O, 0.0075, 0.0064, 0.0144
O, 0.0957, -0.011, -0.0343
O, 0.0003, 0.0101, 0.0079
O, -0.0055, -0.0132, 0.0044
O, 0.0007, 0.0003, 0.0038
O, 0.0031, 0.0016, 0.0098
O, 0.0058, 0.0232, -0.0047
O, 0.1949, -0.0869, 0.0309
O, 0.0018, 0.0006, 0.0087
O, -0.0312, -0.025, -0.0363
O, 0.0171, 0.0068, -0.009
O, 0.0004, -0.0006, 0.0097
O, 0.0279, -0.0164, -0.0065
O, 0.0195, -0.0018, -0.0182
O, 0.0029, 0.0038, 0.0084
O, 0.0037, 0.0023, 0.0071
O, -0.0073, 0.0128, 0.0158
O, -0.0017, -0.0487, -0.0416
O, -0.0005, -0.0032, 0.0051
O, -0.0002, 0.004, 0.0089
O, 0.0107, 0.0055, -0.004
O, -0.0049, 0.0007, 0.0101
O, -0.0016, 0.0007, 0.0153
O, -0.0028, 0.0067, 0.0151
O, -0.001, -0.0046, 0.0064
O, -0.0008, 0.0014, 0.0105
O, 0.0019, 0.0009, 0.0104
O, 0.0012, -0.004, 0.0202
O, -0.0392, -0.0848, 0.0273
O, 0.0019, 0.003, 0.0067
O, -0.0049, 0.0299, -0.0518
O, 0.0051, -0.012, 0.0047
O, 0.002, 0.0051, 0.0036
O, -0.0386, 0.0255, -0.0358
O, -0.0014, 0.0035, 0.0058
O, 0.0036, 0.0018, 0.0062
O, 0.0068, -0.001, 0.0035
O, -0.0047, -0.0092, 0.0045
O, 0.0119, 0.0004, 0.0079
O, 0.0006, 0.0019, 0.0065
O, 0.0014, 0.0013, 0.0045
O, 0.0241, -0.0108, 0.022
O, 0.0102, 0.0053, -0.0069
O, 0.0034, 0.0025, 0.0085
O, -0.0019, 0.0006, 0.0042
O, -0.0002, 0.0021, 0.0121
O, 0.0222, 0.0227, 0.0081
O, -0.0043, -0.0083, 0.0303
O, -0.0022, 0.0032, 0.0016
O, 0.0227, 0.0276, -0.0081
O, -0.0001, 0.0012, 0.005
O, 0.0004, -0.002, 0.008
O, 0.009, 0.0066, 0.0045
O, -0.0039, 0.0226, 0.0014
O, 0.0003, -0.0036, 0.0044
O, -0.002, -0.0122, -0.0018
O, -0.0019, -0.0018, 0.0048
O, 0.0332, 0.0689, 0.0681
O, -0.0005, 0.0045, 0.0091
O, 0.0004, 0.0007, 0.0042
O, -0.0124, 0.0059, 0.0058
O, 0.0013, 0.0014, 0.0052

The program warned: the cutoff lies below the one the program advises for these potential files; the forces do not sum to zero within the program's tolerance; the exchange-correlation potential is rough where the density is thin.
